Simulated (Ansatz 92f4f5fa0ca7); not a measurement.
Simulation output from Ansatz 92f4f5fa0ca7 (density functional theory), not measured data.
Periodic cell of 282 atoms, Si194O88, from a study of silicon, its oxide and their interface. The atomic structure is a simulated model.
Doubt: the cutoff is far below the 930 eV that the study's wrapper takes by default for these files, so forces and energies are approximate.

Settings: functional PBE; potential files Ansatz PAW; basis plane waves; wave-function cutoff 580 eV; density cutoff ratio 5; exchange-correlation grid ratio 1; k mesh 1 x 1 x 1, Gamma-centred; self-consistency stop 5e-08 eV per atom in the density residual; occupations fixed; spin none; net charge 0.

Cell vectors (angstrom)
a, 11.6015, 0, 0
b, 0, 10.938, 0
c, 0, 0, 40.5432

Atoms: element, x, y, z (angstrom)
Si, 0, 0, 0.9665
Si, 3.8672, 0, 0.9665
Si, 7.7343, 0, 0.9665
Si, 1.9336, 1.3673, 0.9665
Si, 5.8008, 1.3673, 0.9665
Si, 9.6679, 1.3673, 0.9665
Si, 0, 5.469, 0.9665
Si, 3.8672, 5.469, 0.9665
Si, 7.7343, 5.469, 0.9665
Si, 1.9336, 6.8362, 0.9665
Si, 5.8008, 6.8362, 0.9665
Si, 9.6679, 6.8362, 0.9665
Si, 1.9336, 2.7345, 39.5761
Si, 5.8008, 2.7345, 39.5761
Si, 9.6679, 2.7345, 39.5761
Si, 0, 4.1018, 39.5761
Si, 3.8672, 4.1018, 39.5761
Si, 7.7343, 4.1018, 39.5761
Si, 1.9336, 8.2035, 39.5761
Si, 5.8008, 8.2035, 39.5761
Si, 9.6679, 8.2035, 39.5761
Si, 0, 9.5708, 39.5761
Si, 3.8672, 9.5708, 39.5761
Si, 7.7343, 9.5708, 39.5761
Si, 0, 0, 4.8337
Si, 3.8672, 0, 4.8337
Si, 7.7343, 0, 4.8337
Si, 1.9336, 1.3673, 4.8337
Si, 5.8008, 1.3673, 4.8337
Si, 9.6679, 1.3673, 4.8337
Si, 0, 5.469, 4.8337
Si, 3.8672, 5.469, 4.8337
Si, 7.7343, 5.469, 4.8337
Si, 1.9336, 6.8362, 4.8337
Si, 5.8008, 6.8362, 4.8337
Si, 9.6679, 6.8362, 4.8337
Si, 1.9336, 2.7345, 2.9001
Si, 5.8008, 2.7345, 2.9001
Si, 9.6679, 2.7345, 2.9001
Si, 0, 4.1018, 2.9001
Si, 3.8672, 4.1018, 2.9001
Si, 7.7343, 4.1018, 2.9001
Si, 1.9336, 8.2035, 2.9001
Si, 5.8008, 8.2035, 2.9001
Si, 9.6679, 8.2035, 2.9001
Si, 0, 9.5708, 2.9001
Si, 3.8672, 9.5708, 2.9001
Si, 7.7343, 9.5708, 2.9001
Si, 0.0244, 0.0502, 29.7105
Si, 3.9951, -0.0825, 30.1769
Si, 7.5835, 0.0347, 29.8386
Si, 2.134, 1.2686, 29.8512
Si, 5.7584, 1.4412, 30.2002
Si, 9.5726, 1.3333, 29.5437
Si, 2.0463, 6.8551, 29.8684
Si, 3.9805, 5.532, 29.9673
Si, 9.1719, 5.7629, 28.4702
Si, 0.4187, 5.2169, 29.5945
Si, 5.8473, 6.9253, 30.0558
Si, 8.065, 6.2657, 30.4505
Si, 1.9862, 2.6634, 31.7953
Si, 5.8735, 2.9286, 31.9686
Si, 9.6621, 2.6988, 31.5913
Si, 0.0409, 4.0067, 31.6569
Si, 3.8597, 4.1729, 31.9031
Si, 7.8682, 4.271, 31.8114
Si, 1.8182, 8.1474, 31.8274
Si, 5.7329, 8.2599, 31.9769
Si, 9.3839, 8.0188, 31.7429
Si, -0.1556, 9.5075, 31.6385
Si, 3.7486, 9.5052, 32.0241
Si, 7.6668, 9.6281, 31.8421
Si, -0.0647, -0.0697, 33.6633
Si, 3.8484, 0.0377, 33.8428
Si, 7.7252, 0.0396, 33.7711
Si, 1.8784, 1.3349, 33.7578
Si, 5.8035, 1.4212, 33.804
Si, 9.6575, 1.4047, 33.6638
Si, -0.0464, 5.422, 33.6701
Si, 3.8371, 5.5083, 33.8376
Si, 7.7666, 5.4392, 33.85
Si, 1.8608, 6.8225, 33.78
Si, 5.823, 6.8142, 33.8396
Si, 9.641, 6.8508, 33.776
Si, 1.8926, 2.724, 35.6951
Si, 5.7805, 2.7458, 35.7461
Si, 9.6698, 2.7123, 35.6731
Si, -0.0257, 4.1155, 35.6704
Si, 3.835, 4.0896, 35.7281
Si, 7.7326, 4.0684, 35.7479
Si, 1.9016, 8.2074, 35.7068
Si, 5.7998, 8.216, 35.7343
Si, 9.6724, 8.2079, 35.7079
Si, -0.0186, 9.5928, 35.6829
Si, 3.8524, 9.5656, 35.7333
Si, 7.7363, 9.5836, 35.7031
Si, 0, 0, 37.6425
Si, 3.8672, 0, 37.6425
Si, 7.7343, 0, 37.6425
Si, 1.9336, 1.3673, 37.6425
Si, 5.8008, 1.3673, 37.6425
Si, 9.6679, 1.3673, 37.6425
Si, 0, 5.469, 37.6425
Si, 3.8672, 5.469, 37.6425
Si, 7.7343, 5.469, 37.6425
Si, 1.9336, 6.8362, 37.6425
Si, 5.8008, 6.8362, 37.6425
Si, 9.6679, 6.8362, 37.6425
Si, 1.947, 2.7316, 6.7507
Si, 5.8177, 2.7312, 6.7608
Si, 9.6575, 2.7253, 6.7631
Si, 0.0028, 4.0851, 6.7594
Si, 3.8727, 4.0869, 6.743
Si, 7.7438, 4.1152, 6.7869
Si, 1.9397, 8.202, 6.7615
Si, 5.8226, 8.2206, 6.7316
Si, 9.6919, 8.181, 6.8003
Si, 0.0152, 9.5846, 6.7789
Si, 3.8741, 9.5572, 6.7419
Si, 7.761, 9.5656, 6.7635
Si, 0.0368, 0.0967, 8.668
Si, 3.8966, -0.0402, 8.6806
Si, 7.7127, -0.0951, 8.7602
Si, 2.0206, 1.4087, 8.7053
Si, 5.8174, 1.3324, 8.6813
Si, 9.6335, 1.3639, 8.7055
Si, 0.0379, 5.4308, 8.7028
Si, 3.8949, 5.4656, 8.6531
Si, 7.7399, 5.4785, 8.7342
Si, 1.9343, 6.8326, 8.6888
Si, 5.8052, 6.8319, 8.6189
Si, 9.7137, 6.8056, 8.7525
Si, 2.1428, 2.7943, 10.662
Si, 5.8577, 2.6821, 10.6234
Si, 9.6897, 2.7791, 10.6191
Si, 0.1329, 3.992, 10.5825
Si, 4.0734, 4.2629, 10.6655
Si, 7.7452, 4.1185, 10.7025
Si, 1.8199, 8.2783, 10.5768
Si, 5.6379, 7.9221, 10.6697
Si, 9.7557, 8.2877, 10.6261
Si, -0.0228, 9.7778, 10.6439
Si, 3.8576, 9.4831, 10.5905
Si, 7.6573, 9.2943, 10.6562
Si, -0.038, 0.3405, 12.5935
Si, 2.1032, 1.3609, 12.5399
Si, 7.8629, -0.2192, 12.4473
Si, 5.9275, 1.1278, 12.4676
Si, 3.9195, -0.1329, 12.5327
Si, 9.4697, 1.4459, 12.4922
Si, 0.2928, 5.1021, 12.6437
Si, 3.5293, 7.0693, 13.7279
Si, 7.0685, 5.2341, 12.7887
Si, 1.5098, 7.1157, 12.5872
Si, 4.964, 6.0642, 12.1639
Si, 9.5728, 6.6352, 13.3355
O, -10.904, -2.8675, 13.6771
O, 11.4541, 8.8185, 16.0882
O, 10.0185, 6.9508, 14.8555
O, 8.8126, 2.2844, 13.8248
O, 23.1058, 10.5195, 14.0801
O, 3.1342, -15.4728, 15.2139
O, 1.0684, 15.2609, 13.8682
O, 7.9527, -4.3772, 13.2065
O, 2.4874, 13.057, 13.9992
O, -1.563, 7.6591, 12.1575
O, 6.096, 1.9416, 13.9279
O, 7.1387, 15.2713, 14.1735
O, 8.8371, 4.1969, 28.0804
O, 4.3949, 9.9869, 28.7964
O, 2.7473, 2.1578, 28.537
O, 1.905, 7.9058, 28.5733
O, -4.5232, 10.0841, 28.4816
O, 11.6586, 9.9092, 28.4243
O, 0.7655, 4.281, 28.2552
O, -0.9402, -4.9255, 29.1148
O, 15.958, 24.8375, 26.5735
O, 4.0172, -6.3725, 28.6025
O, 11.5513, 7.9154, 26.7445
O, -5.7784, 7.718, 28.5897
Si, 3.2164, 5.3802, 16.4653
Si, 10.1444, 7.8513, 16.1916
Si, 4.788, 3.2653, 25.0583
Si, 7.3116, 10.1175, 23.6068
Si, -2.3124, 2.704, 27.5415
Si, -0.9208, 5.5928, 18.3172
Si, 11.9487, 3.5392, 22.2692
Si, 1.869, 5.3704, 19.1906
Si, 7.6151, 1.8429, 24.9571
Si, 9.6726, 8.0681, 23.2507
Si, 13.5821, 2.4317, 24.6609
Si, 0.9627, 8.8245, 27.6171
Si, 2.1829, 10.2368, 25.1466
Si, 0.6988, 9.2752, 14.7602
Si, -0.2524, 13.8185, 17.1071
Si, 1.4205, 13.3206, 19.6028
Si, 5.6975, 0.0773, 21.0445
Si, 5.6955, 9.2721, 28.1139
Si, 4.6292, 9.0983, 19.0087
Si, 8.8493, 3.2179, 22.446
Si, 4.856, 6.1016, 23.8354
Si, 0.9596, 8.9387, 22.6292
Si, 7.4089, 2.28, 19.8655
Si, 8.0999, 9.99, 15.5452
Si, 4.1118, 2.9988, 28.1657
Si, 3.6895, 9.3306, 14.3677
Si, 2.768, -0.2914, 20.7099
Si, 7.3894, 2.7559, 14.5099
Si, 1.7113, 3.2339, 14.8823
Si, 7.5236, 6.019, 22.1471
Si, 2.2911, 6.0936, 22.0095
Si, 4.925, 8.889, 25.0365
Si, 0.2777, 4.013, 26.7174
Si, 8.4436, 1.6685, 17.0406
Si, 10.5326, 6.8343, 26.1176
Si, 5.6322, 6.659, 17.5433
Si, 5.2099, 9.2555, 16.1179
Si, 7.6931, 5.2675, 19.227
O, 0.5088, 2.5261, 15.7249
O, 10.3657, 3.7975, 22.4823
O, 2.2894, 5.9124, 17.7109
O, 0.4782, 2.7202, 20.8769
O, 1.8188, 7.569, 22.4799
O, -1.2675, 6.967, 17.5367
O, -2.2856, 16.0457, 19.0627
O, 9.1903, 6.6531, 27.0655
O, 4.9598, 7.5033, 18.7945
O, 2.6471, 6.1125, 20.4137
O, 13.8298, 9.6606, 15.1612
O, 8.7503, 8.6859, 16.2752
O, 3.183, 9.4148, 19.7044
O, 2.7667, 3.9065, 15.9371
O, 3.6368, 5.7252, 22.831
O, 10.9865, 8.5649, 22.4103
O, 4.5365, 9.7725, 17.5213
O, 11.2902, 5.378, 26.013
O, -0.2961, 4.509, 17.2679
O, 4.1308, 0.0993, 21.5658
O, 1.9445, 0.901, 25.1921
O, 7.9223, 1.4235, 18.5651
O, 6.059, 1.5323, 20.3924
O, 5.4641, 9.2134, 26.5175
O, 5.1187, 4.8349, 24.8142
O, 7.0369, 3.7828, 19.3556
O, 8.6387, 2.3157, 23.7807
O, 3.497, 2.806, 24.1496
O, 10.1043, 7.374, 24.6554
O, 10.2807, 5.194, 13.0331
O, 5.7779, 7.7025, 16.2949
O, 0.2727, 5.7475, 19.4283
O, 8.7435, 9.3832, 23.4509
O, 7.0907, 6.059, 17.9416
O, 7.397, 2.5403, 16.1338
O, 1.5206, -0.8455, 21.6064
O, 6.1867, 6.4541, 22.9602
O, 5.4577, 2.3207, 28.8014
O, 2.3264, 1.0672, 19.9036
O, 8.534, 2.3784, 21.0647
O, 7.4819, 0.2334, 24.8292
O, 3.7056, 9.9071, 24.6578
O, 1.1417, 4.9646, 22.2873
O, 6.1472, 9.0702, 23.9957
O, 4.4416, 7.3441, 24.814
O, 4.7356, 5.3739, 17.0731
O, 7.8251, 4.4738, 22.5415
O, 0.4794, 13.0101, 18.3148
O, 13.8453, 3.7642, 19.2731
O, 6.5288, 10.1772, 15.9005
O, 8.8088, -3.9773, 22.4435
O, 7.2879, 6.1328, 20.5404
O, 10.7187, 2.8551, 26.7344
O, 6.133, 2.45, 24.6733
O, 1.5261, 3.4686, 25.8381
O, 8.1721, 2.2139, 26.4465
O, 8.2122, 9.9441, 13.9192
O, 1.9649, 9.6178, 26.6199
O, 8.8362, 0.2996, 16.2728
O, 0.9433, 2.5634, 23.4227
O, 1.1152, 9.5437, 24.1309
O, 9.8063, 2.5024, 17.1203
O, 5.7958, -1.1328, 19.9306
O, 6.8119, 10.7984, 22.2119

Results
free energy: -173372.232 eV
free energy less fixed offsets of O -568.88, Si -635.61 eV per atom: -2.452 eV

Forces (eV/angstrom), in the order of the atoms: element, x, y, z
Si, 0.0031, 0.0538, -0.0143
Si, -0.0016, 0.0091, 0.0076
Si, -0.0068, 0.0481, 0.0005
Si, 0.0052, -0.0441, 0.0003
Si, -0.0047, -0.0152, 0.0057
Si, 0.004, -0.0632, -0.01
Si, 0.0039, 0.0614, -0.0029
Si, 0.0048, 0.0216, 0.0026
Si, -0.0068, 0.0333, 0.0073
Si, 0.0065, -0.0391, -0.0086
Si, -0.0018, -0.0163, 0.0082
Si, -0.006, -0.0584, 0.0001
Si, 0.006, 0.0466, -0.0141
Si, -0.0042, -0.0061, 0.0194
Si, -0.0111, 0.0885, -0.0372
Si, 0.0024, -0.0756, -0.0264
Si, -0.0061, -0.0018, 0.0277
Si, -0.0036, -0.0055, 0.0223
Si, -0.0007, 0.0343, 0.0125
Si, -0.014, -0.0045, 0.0287
Si, -0.006, 0.0462, 0.0017
Si, 0.0018, -0.0793, -0.0293
Si, -0.0117, 0.0094, 0.0183
Si, -0.0057, -0.0457, -0.0077
Si, -0.0008, 0.0226, 0.0037
Si, -0.0188, 0.0702, -0.0853
Si, 0.077, 0.0748, 0.0113
Si, 0.0023, -0.1361, -0.0651
Si, 0.025, -0.0513, -0.0353
Si, -0.0285, -0.0759, -0.0602
Si, -0.0147, 0.0034, -0.0142
Si, 0.0436, 0.061, -0.072
Si, -0.0303, 0.0552, 0.0987
Si, -0.0239, -0.0575, -0.0113
Si, 0.0361, -0.0912, -0.1459
Si, 0.0471, -0.0337, 0.1086
Si, -0.0016, 0.0404, 0.0025
Si, 0.0056, 0.013, -0.0001
Si, 0.0071, 0.0451, -0.0026
Si, -0.0008, -0.0405, -0.0156
Si, 0.001, -0.0086, -0.009
Si, 0.0161, -0.0491, 0.0157
Si, 0.0002, 0.0262, -0.0091
Si, -0.0036, 0.0094, -0.011
Si, 0.0102, 0.0671, 0.0099
Si, -0.005, -0.0456, 0.0048
Si, 0.0167, -0.007, -0.0061
Si, -0.0038, -0.0559, 0.0118
Si, -0.1367, -0.3101, -0.3779
Si, -0.0137, -0.4262, -0.0033
Si, 0.0243, -0.2549, -0.1788
Si, 0.1456, 0.3529, -0.2647
Si, 0.0144, 0.4329, -0.0188
Si, 0.0156, -0.0043, -0.0799
Si, 0.0492, 0.5038, -0.1872
Si, 0.197, -0.4576, -0.2035
Si, -0.3216, 0.0703, -0.3199
Si, -0.2843, -0.3849, -0.2267
Si, 0.27, 0.168, 0.0767
Si, -0.0455, -0.041, -0.0731
Si, 0.0618, 0.1309, 0.1253
Si, -0.0043, 0.1158, -0.0949
Si, -0.0629, -0.046, 0.1948
Si, 0.1469, 0.0998, 0.0049
Si, -0.0297, -0.2037, 0.0842
Si, -0.1081, -0.0749, -0.0324
Si, -0.0587, 0.2196, 0.1522
Si, -0.2949, 0.1641, -0.014
Si, 0.1099, 0.1932, -0.1245
Si, -0.0614, -0.2347, 0.2408
Si, 0.1095, -0.1162, 0.0892
Si, -0.2649, -0.0347, 0.002
Si, -0.1067, 0.0764, -0.0822
Si, -0.1219, 0.1455, -0.0616
Si, 0.023, 0.1427, -0.0352
Si, 0.1124, -0.0815, -0.0902
Si, 0.0198, -0.0545, 0.0672
Si, 0.0567, -0.1172, -0.1412
Si, 0.0219, -0.0145, -0.1172
Si, -0.0089, 0.0807, -0.0944
Si, -0.0158, 0.1408, 0.0311
Si, 0.0479, -0.118, -0.0325
Si, -0.0541, -0.1188, -0.1309
Si, 0.1204, -0.1304, 0.0497
Si, -0.0875, 0.0455, -0.0328
Si, 0.0095, -0.0078, -0.051
Si, 0.0024, 0.0507, -0.0279
Si, -0.0204, -0.0614, 0.0058
Si, -0.0314, -0.0253, -0.0892
Si, 0.0354, -0.0238, -0.0035
Si, -0.031, 0.0541, -0.0574
Si, 0.0351, 0.0427, -0.0454
Si, -0.0015, 0.0633, 0.0181
Si, -0.0155, -0.026, -0.0174
Si, 0.0378, -0.0335, -0.0628
Si, 0.0305, -0.0307, -0.0523
Si, -0.0126, 0.0873, -0.0848
Si, -0.0226, 0.0314, 0.1569
Si, 0.034, 0.0757, 0.0023
Si, -0.0742, -0.0358, -0.0437
Si, -0.0315, -0.1024, 0.1522
Si, 0.0414, -0.0998, -0.1612
Si, -0.04, 0.0396, -0.2049
Si, -0.0754, 0.0335, 0.0636
Si, 0.0423, 0.0383, 0.1115
Si, -0.0395, -0.0102, -0.01
Si, 0.0352, -0.058, 0.0778
Si, -0.0007, -0.0263, -0.0111
Si, 0.0246, 0.0869, 0.0542
Si, 0.0145, 0.0118, 0.0867
Si, -0.073, 0.0741, 0.0638
Si, 0.0101, -0.075, 0.0792
Si, -0.0268, -0.022, 0.0302
Si, 0.0206, -0.0625, -0.046
Si, -0.0103, 0.0202, -0.0072
Si, -0.0149, 0.0729, -0.0058
Si, 0.0091, 0.1539, 0.0102
Si, 0.0119, -0.0553, 0.0059
Si, 0.0508, -0.0206, 0.0701
Si, 0.0063, -0.0791, 0.0891
Si, -0.1196, 0.1483, 0.1668
Si, -0.03, 0.0244, -0.0025
Si, 0.0592, 0.0692, 0.0398
Si, 0.1047, -0.0445, 0.0658
Si, 0.0124, -0.0797, 0.039
Si, 0.0701, -0.1261, 0.1357
Si, 0.0007, 0.0502, -0.0035
Si, -0.014, 0.0849, -0.0949
Si, -0.0092, 0.0377, 0.1553
Si, 0.034, -0.0123, 0.0409
Si, -0.0233, -0.1694, -0.0373
Si, 0.0322, -0.0779, 0.1016
Si, -0.0071, 0.0619, -0.1651
Si, 0.1327, -0.0506, -0.1258
Si, 0.083, 0.1399, -0.3421
Si, 0.0234, -0.0914, 0.0742
Si, -0.0415, -0.0148, 0.19
Si, -0.0486, 0.0571, 0.2244
Si, 0.1226, 0.0482, -0.1107
Si, 0.0732, 0.1129, 0.0402
Si, -0.04, -0.1257, 0.2067
Si, -0.0634, 0.223, -0.176
Si, -0.1092, -0.0115, -0.0809
Si, -0.2609, -0.0601, -0.2715
Si, -0.011, -0.2002, 0.3394
Si, 0.143, 0.1922, 0.2444
Si, -0.0469, -0.2975, 0.3499
Si, -0.3204, 0.0629, 0.4308
Si, 0.1572, -0.1294, -0.2076
Si, 0.0466, 0.3297, 0.3514
Si, 0.0932, -0.4112, -0.2548
Si, -0.1328, -0.3785, 0.1695
Si, 0.0771, -0.0932, -0.1121
Si, 0.0715, 0.1692, 0.1349
Si, 0.0373, -0.0857, -0.2627
Si, -0.1351, 0.1297, 0.2219
O, -0.1047, 0.1522, -0.0283
O, 0.2597, 0.1768, -0.3457
O, -0.0138, -0.0847, -0.3082
O, 0.2736, -0.1953, -0.2656
O, -0.0113, 0.1433, -0.1121
O, 0.0769, 0.1498, -0.2345
O, -0.1003, 0.0882, -0.2212
O, -0.0577, -0.0075, -0.1438
O, -0.0652, -0.1744, -0.3614
O, 0.0741, 0.0097, -0.1548
O, -0.0517, -0.1186, -0.2164
O, -0.0591, -0.0516, -0.2405
O, 0.0719, -0.0024, 0.0894
O, -0.0967, 0.0141, 0.0917
O, -0.1875, -0.0446, 0.2765
O, 0.1048, -0.152, 0.261
O, 0.2436, 0.1236, 0.3235
O, -0.0525, 0.3299, 0.42
O, 0.1583, 0.0181, 0.4078
O, 0.3252, 0.0663, 0.2348
O, -0.0916, -0.0523, 0.3802
O, -0.1265, 0.185, 0.2841
O, 0.1035, 0.0604, 0.1762
O, 0.0115, -0.0192, 0.2266
Si, 0.1673, 0.0386, 0.3562
Si, -0.116, 0.0967, 0.4114
Si, -0.1072, 0.128, -0.4001
Si, -0.0819, -0.1011, -0.0379
Si, 0.0618, 0.1017, -0.1191
Si, -0.045, 0.0004, 0.0838
Si, 0.1572, -0.0235, -0.0341
Si, -0.1493, -0.0508, 0.1552
Si, -0.0938, -0.0203, -0.2103
Si, -0.0569, 0.0579, -0.0551
Si, 0.1741, -0.0451, -0.2008
Si, -0.0442, -0.1127, -0.4141
Si, 0.0561, 0.0884, -0.4071
Si, -0.2014, -0.1625, 0.4046
Si, -0.0677, 0.1517, 0.3227
Si, -0.1129, 0.0708, -0.0266
Si, -0.0442, 0.0462, 0.048
Si, -0.0419, 0.0222, -0.3307
Si, -0.0185, -0.0127, 0.0015
Si, -0.042, 0.0164, -0.1079
Si, -0.042, -0.0185, 0.0611
Si, 0.0337, -0.008, 0.0511
Si, 0.0269, 0.0134, -0.1105
Si, -0.0247, 0.0165, 0.4996
Si, 0.097, -0.0856, -0.3732
Si, -0.3596, 0.2715, 0.1467
Si, -0.0098, 0.0516, -0.0287
Si, -0.1252, 0.004, 0.2988
Si, -0.0673, -0.0069, 0.4046
Si, -0.0215, 0.0012, -0.0767
Si, 0.0169, -0.0625, -0.0651
Si, -0.1282, -0.1272, -0.3321
Si, -0.0508, 0.1541, -0.3372
Si, 0.1264, 0.0121, 0.1525
Si, -0.0149, -0.1459, -0.0685
Si, 0.1118, -0.0742, 0.1385
Si, 0.4122, -0.0433, 0.4086
Si, 0.1567, 0.0219, -0.031
O, 0.1003, -0.0717, -0.3119
O, -0.0722, 0.0214, 0.0324
O, 0.0129, 0.0188, -0.2027
O, -0.0359, -0.0414, 0.0146
O, -0.0243, 0.0574, 0.0157
O, -0.0313, 0.1524, -0.226
O, -0.0818, -0.0488, 0.0632
O, -0.0656, -0.1196, 0.2539
O, -0.0323, 0.0642, 0.0561
O, 0.0411, 0.0072, -0.0891
O, 0.279, -0.023, -0.166
O, -0.0793, 0.0734, -0.1733
O, -0.0001, -0.0119, 0.039
O, -0.0452, -0.0395, -0.1109
O, 0.02, 0.0214, 0.0145
O, -0.0383, -0.0184, -0.0465
O, 0.0492, -0.0687, -0.2118
O, 0.0472, -0.0541, 0.0904
O, 0.1008, -0.0739, -0.1103
O, -0.0139, -0.0361, 0.0099
O, -0.0292, -0.0341, 0.1367
O, 0.0243, -0.0076, -0.0269
O, -0.0284, -0.0145, 0.0272
O, 0.0911, 0.0714, 0.3167
O, 0.0209, -0.0162, 0.0676
O, -0.0535, -0.0145, 0.0089
O, 0.0433, 0.0327, 0.0519
O, 0.0242, -0.0162, 0.1391
O, 0.0125, -0.0632, 0.1645
O, 0.0689, 0.0494, -0.0291
O, -0.2016, 0.1617, -0.1552
O, 0.1115, -0.0314, -0.0872
O, 0.0403, 0.0323, -0.0105
O, -0.0776, 0.0561, -0.0272
O, -0.0207, 0.0829, -0.3233
O, 0.0235, 0.0278, -0.0455
O, 0.0438, 0.0202, -0.013
O, 0.0373, -0.0763, 0.1841
O, 0.0534, -0.106, 0.0436
O, 0.0269, -0.0301, 0.0637
O, 0.0535, 0.0065, 0.108
O, 0.0312, 0.0052, 0.136
O, -0.0554, 0.0053, 0.0605
O, 0.0049, -0.0103, 0.0745
O, 0.0258, 0.0527, 0.0374
O, -0.0292, -0.0172, -0.0625
O, 0.0082, -0.0389, 0.0693
O, 0.0442, -0.0187, -0.0213
O, 0.0557, 0.0506, -0.0301
O, -0.0719, 0.0217, -0.2108
O, 0.0396, 0.0221, -0.0007
O, -0.0373, 0.0304, 0.0422
O, -0.0686, -0.0778, 0.1425
O, 0.0788, -0.0354, 0.1085
O, -0.0337, 0.0617, 0.1505
O, 0.0134, -0.075, 0.1542
O, 0.01, 0.054, -0.3772
O, 0.0306, -0.0068, 0.3214
O, 0.0396, -0.0295, -0.2019
O, -0.0229, -0.0103, 0.0718
O, -0.0158, -0.0203, 0.0816
O, -0.0946, -0.047, -0.103
O, -0.0202, -0.0227, -0.0475
O, -0.003, 0.0326, -0.0503

The program warned: the cutoff lies below the one the program advises for these potential files; the exchange-correlation potential is rough where the density is thin.
